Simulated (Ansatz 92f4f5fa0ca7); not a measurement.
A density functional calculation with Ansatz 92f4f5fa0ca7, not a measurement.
Periodic cell of 208 atoms, Si128O80, from a study of silicon, its oxide and their interface. The atomic structure is a simulated model.
Doubt: the cutoff is far below the 930 eV that the study's wrapper takes by default for these files, so forces and energies are approximate.
This geometry differs little from another in the collection (a relaxation step or a small displacement).

Settings
functional: PBE
potential files: Ansatz PAW
basis: plane waves
wave-function cutoff: 580 eV
density cutoff ratio: 5
exchange-correlation grid ratio: 1
k mesh: 1 x 1 x 1, Gamma-centred
self-consistency stop: 5e-08 eV per atom in the density residual
occupations: fixed
spin: none
net charge: 0

Cell vectors (angstrom)
a	10.938	0	0
b	0	10.938	0
c	-3.6323	4.8106	31.2145

Atoms and the computed forces on them: element, x, y, z (angstrom), force x, y, z (eV/angstrom)
Si	-3.2038	8.3846	25.1767	0.0574	-0.0475	0.0562
Si	-0.3417	11.1536	25.1439	-0.035	0.1013	0.0667
Si	-4.1555	4.0117	25.2598	-0.0631	0.0656	-0.0284
Si	-12.3989	6.7065	25.1673	-0.0168	0.0125	-0.0044
Si	-9.5603	9.4342	25.0157	0.0461	-0.0877	-0.0386
Si	-6.9315	12.2403	25.1731	0.0153	0.0478	0.0102
Si	-8.6693	3.0152	25.2718	0.0151	-0.0586	0.0568
Si	-5.908	5.6667	25.3746	0.0019	-0.0756	-0.1327
Si	-4.9526	7.5018	26.489	-0.0397	0.0093	0.0087
Si	-2.2065	10.2203	26.3243	-0.0055	0.0161	-0.0136
Si	-5.0759	2.1548	26.4055	-0.002	-0.006	0.0222
Si	-2.3116	4.8835	26.4353	-0.0007	-0.0012	0.0084
Si	-10.5306	7.6537	26.3205	-0.0141	0.0136	0.0127
Si	-7.8087	10.3643	26.3456	-0.0027	0.0273	0.0237
Si	0.5312	12.9235	26.4908	0.0194	-0.0333	-0.102
Si	-7.7155	4.7503	26.5423	0.0097	0.0555	-0.0092
Si	-6.3943	8.9502	27.6824	0.0147	0.0122	0.013
Si	-3.6285	11.6412	27.6478	-0.0365	0.0317	-0.0063
Si	-6.3717	3.4311	27.9416	0.0362	-0.0601	-0.0659
Si	-3.6323	6.1769	27.9221	0.0284	-0.018	-0.0563
Si	-0.9104	8.9273	27.8291	0.0041	-0.0417	-0.0026
Si	1.8487	11.6182	27.8993	0.044	-0.0291	0.0262
Si	-0.9014	14.3725	27.7056	-0.0342	0.0616	0.0324
Si	-9.1484	6.2269	27.6985	-0.023	-0.0096	-0.0092
Si	-7.7417	7.5618	29.099	0.0068	-0.0126	0.0058
Si	-4.9993	10.2911	29.0883	0.0099	-0.0047	0.0208
Si	-7.7383	12.99	29.2309	-0.0162	0.0301	0.0237
Si	-4.9943	4.8066	29.2335	-0.0322	0.0147	0.0155
Si	-2.2526	7.5543	29.2041	0.011	0.038	0.0259
Si	0.4602	10.2626	29.2015	-0.0322	0.0111	0.0384
Si	-2.2766	13.0069	29.0952	-0.0048	-0.0182	0.0062
Si	0.4595	4.8187	29.1057	-0.0007	0.005	0.0108
Si	-6.3668	6.1779	30.5285	-0.2548	0.2583	0.0033
Si	-3.6323	8.9124	30.5285	-0.1696	0.2294	-0.1341
Si	-6.3668	11.6469	30.5285	0.3275	-0.283	0.0985
Si	-3.6323	14.3814	30.5285	0.2336	-0.3003	0.1269
Si	-0.8978	6.1779	30.5285	0.1434	-0.1186	0.0093
Si	1.8367	8.9124	30.5285	0.1067	-0.1908	0.0659
Si	-0.8978	11.6469	30.5285	-0.1852	0.1206	-0.0748
Si	-9.1013	3.4434	30.5285	-0.1932	0.2088	-0.0446
Si	-1.3673	2.7345	0.6813	-0.0329	0.1202	0.0175
Si	1.3673	5.469	0.6813	-0.161	0.0175	0.0115
Si	-1.3673	8.2035	0.6813	-0.027	-0.148	-0.0083
Si	1.3673	0	0.6813	0.1944	0.0322	-0.0312
Si	4.1018	2.7345	0.6813	-0.0125	-0.2144	-0.0232
Si	-4.1018	5.469	0.6813	0.2122	0.0543	-0.045
Si	-6.8362	-2.7345	0.6813	-0.0181	0.1796	0.0152
Si	-4.1018	0	0.6813	-0.142	0.0276	0.0125
Si	-2.7345	4.1018	2.0485	0.06	0.2284	0.0632
Si	0	6.8362	2.0485	-0.2082	-0.1628	-0.0896
Si	-2.7345	9.5708	2.0485	-0.0734	-0.2486	0.0587
Si	0	1.3673	2.0485	0.0963	0.0022	0.0592
Si	2.7345	4.1018	2.0485	-0.1986	-0.2946	-0.137
Si	-5.469	6.8362	2.0485	0.5138	0.2732	-0.1608
Si	2.7345	-1.3673	2.0485	0.1396	0.3833	-0.0206
Si	5.469	1.3673	2.0485	-0.3322	-0.2477	-0.1194
Si	-4.1236	2.7291	3.3541	0.0118	0.0984	-0.0339
Si	-1.3711	5.488	3.4665	-0.0317	-0.0105	0.0123
Si	-4.0847	8.2048	3.4957	0.0184	-0.0245	0.0026
Si	-1.3629	-0.0186	3.393	0.0346	-0.0154	-0.0448
Si	1.3643	2.726	3.4641	-0.0104	-0.0147	0.0048
Si	4.1334	5.4534	3.3226	0.0111	-0.0094	-0.0441
Si	1.3522	8.2194	3.3482	0.0155	0.0582	-0.0432
Si	4.1119	0.0024	3.4824	-0.0222	-0.0044	-0.0134
Si	-2.7749	1.3604	4.6596	-0.0383	-0.0946	0.0423
Si	-0.0078	4.1099	4.8349	0.0436	-0.0018	-0.0191
Si	-2.6973	6.8464	4.9351	0.0166	0.0516	-0.01
Si	0.0082	-1.4001	4.7547	-0.0612	-0.0405	0.0364
Si	2.7256	1.3643	4.8901	-0.0062	0.0431	0.0155
Si	-5.4839	4.101	4.6898	0.0049	0.0127	0.038
Si	2.8211	6.8937	4.5596	-0.0523	-0.0525	0.033
Si	-5.4488	9.5848	4.8974	0.016	-0.017	-0.041
Si	-1.4521	2.6666	6.0704	-0.0139	0.0644	0.0919
Si	1.5014	5.5884	5.9372	0.0481	0.0117	0.027
Si	-1.2847	8.2547	6.3248	0.0481	-0.0158	-0.0092
Si	1.3627	-0.1111	6.1872	0.0344	0.0229	0.0182
Si	-6.8605	2.863	6.1726	-0.0071	-0.0186	0.0123
Si	-4.1336	5.3842	6.1507	-0.0067	-0.0263	0.0046
Si	4.0879	8.1147	6.1061	-0.0141	0.0058	0.0966
Si	-4.0822	0.0978	6.1956	0.1334	-0.0278	0.0083
Si	-3.2998	3.5163	7.3375	-0.0173	-0.0669	-0.0205
Si	0.6225	7.207	7.3915	-0.0361	0.0171	-0.0171
Si	-2.2329	-0.7756	7.4531	-0.0235	0.0242	-0.0479
Si	-0.4926	0.8775	7.2536	-0.0598	-0.0833	-0.0756
Si	-5.8742	6.3505	7.3884	-0.0591	-0.0404	-0.087
Si	2.3889	-1.8672	7.4612	-0.0199	-0.0847	-0.0216
Si	-5.1056	1.8988	7.3717	-0.0327	0.1167	0.0202
Si	-7.7241	4.7592	7.3591	-0.0149	0.0285	-0.016
Si	-1.6213	11.4695	16.5451	0.0023	-0.0118	-0.0059
Si	-8.9318	8.5099	22.8504	0.0493	0.0051	-0.0304
Si	3.5406	2.0799	12.1962	-0.0046	-0.001	-0.0021
Si	-9.9919	9.1782	20.0144	0.0018	0.0093	0.02
Si	-1.7833	10.0062	21.0775	0.025	-0.0104	-0.0107
Si	3.6497	-1.361	9.4469	0.0702	0.0254	-0.0791
Si	-0.1599	1.9005	9.2878	0.0675	0.0608	0.1077
Si	1.5422	0.0746	11.2618	0.0177	0.004	-0.0106
Si	-0.5973	12.2098	23.0741	-0.0185	0.0219	-0.0551
Si	-5.3124	7.1407	9.5366	-0.0389	0.0852	0.0479
Si	-5.662	11.5596	19.4684	0.0121	0.0086	-0.0317
Si	-7.2647	4.212	16.4518	-0.0049	-0.0091	-0.0164
Si	-3.9606	8.7049	22.973	0.0071	0.0177	-0.0865
Si	-1.8204	-1.9538	14.8189	-0.0002	-0.0184	-0.0119
Si	-9.3595	3.3817	23.0676	0.0013	-0.006	-0.0637
Si	-2.3944	7.3049	17.4497	0.0059	0.0017	-0.0201
Si	-5.5919	1.3456	9.6439	-0.0227	-0.1041	0.0173
Si	-5.241	6.3344	12.3683	-0.0003	0.0121	0.0147
Si	-2.588	4.6695	12.8324	0.0133	0.0102	-0.0149
Si	-4.4155	3.3554	20.0322	-0.0414	0.0141	-0.0076
Si	-9.8187	11.7627	18.1081	0.0031	-0.001	0.0134
Si	-3.1644	2.7581	15.2839	-0.0063	0.0128	-0.0147
Si	-5.5638	0.8389	14.3827	-0.0021	0.0126	-0.0098
Si	-7.1448	4.3997	21.0401	0.0032	-0.016	0.0372
Si	-5.4798	11.4366	22.5289	0.0103	0.0363	0.0108
Si	-6.3503	6.8929	22.5387	-0.0633	-0.1061	0.1
Si	3.0423	4.8532	13.3794	-0.0183	0.0074	-0.0112
Si	-3.3971	10.0397	18.5891	-0.007	-0.0088	0.0001
Si	-4.3736	-1.6439	12.9746	0.0043	-0.03	0.0109
Si	-3.2366	2.7795	22.5996	-0.012	0.0418	0.034
Si	-7.214	12.0638	16.8949	0.0131	0.0125	-0.0177
Si	-9.186	3.9172	18.6865	-0.0057	-0.0081	0.0121
Si	-4.4407	4.8887	17.3168	0.0096	0.0026	0.0047
Si	-0.3769	-2.2823	12.0691	0.0298	-0.0021	0.0175
Si	-2.9013	2.7576	10.2695	0.0182	-0.0194	0.0202
Si	-0.0364	6.0769	22.4944	0.0056	0.0174	0.0215
Si	-2.9371	-1.8765	10.3007	-0.0095	0.0101	0.0095
Si	-0.014	6.433	19.4359	0.0111	0.0133	-0.0144
Si	0.4009	5.8035	12.2374	-0.0152	0.0031	0.0246
Si	0.9878	4.8323	9.3531	-0.013	0.0018	-0.0264
O	-1.4941	1.9302	10.2429	-0.0352	-0.0032	-0.0255
O	-6.0739	-0.229	9.3942	0.0371	0.0516	0.0448
O	2.5914	-0.9842	10.6182	-0.0071	0.0061	0.0381
O	-8.8115	11.7107	16.8025	0.0046	-0.0035	0.0043
O	-4.9915	9.9693	23.011	-0.0107	0.0085	0.0012
O	-6.399	5.8712	23.8025	0.0476	0.0972	0.0433
O	-5.6958	3.6769	20.9866	-0.0004	-0.0006	-0.0118
O	-1.2856	-0.4963	15.3244	0.001	0.0063	0.0128
O	-4.6416	12.8349	19.3275	-0.0079	-0.0033	0.0141
O	-0.5795	6.3141	20.9762	0.0078	-0.0071	0.0001
O	-5.1974	7.9253	12.7041	0.019	0.0225	0.0042
O	-2.8955	3.7362	11.5483	-0.0047	0.0046	0.0209
O	-3.3174	-1.8624	14.1922	-0.0038	0.005	-0.0103
O	-0.4038	11.5543	17.602	-0.0047	0.0006	-0.0006
O	0.335	6.2174	8.7304	0.016	-0.0144	0.0013
O	-2.6941	10.6748	19.9193	0.0305	-0.0196	0.0322
O	-4.141	12.3611	22.5832	-0.0236	-0.0181	-0.009
O	-2.556	-0.856	9.0912	0.0106	0.0035	0.0163
O	-8.6961	4.4036	17.207	0.0109	0.0013	0.0042
O	-6.6271	11.9529	23.5572	0.0084	-0.0182	-0.0174
O	1.0053	1.1251	10.1358	-0.029	-0.0049	-0.0254
O	-10.1127	12.9126	22.6218	0.0209	0.0058	0.0274
O	-7.3248	8.1711	22.8459	-0.0294	-0.0066	0.0124
O	-3.1399	3.3474	21.0623	0.0159	-0.0239	0.0376
O	-3.0808	8.4716	18.3558	-0.0017	0.0075	0.0102
O	-1.1433	5.4551	12.7111	0.0126	-0.0124	-0.0177
O	-6.6961	1.9547	10.7129	-0.0038	0.0142	0.007
O	1.5475	5.5234	13.3714	0.0141	-0.0097	0.0008
O	-3.8446	7.8952	9.5942	0.0038	-0.0159	0.0148
O	-3.7184	-1.1579	11.5482	-0.0134	-0.0012	0.0212
O	-6.0335	5.158	16.9974	-0.0045	0.0013	0.0025
O	-10.3511	4.9481	19.1288	-0.0067	0.0004	0.0139
O	-1.8914	2.0279	15.986	0.0075	-0.0016	0.0055
O	0.2533	3.4466	8.8713	0.0256	0.0247	-0.0279
O	-0.8439	-2.4307	13.6196	-0.0083	0.003	-0.0043
O	-6.1209	11.3909	21.0234	0.0072	-0.0063	0.0163
O	-4.8218	7.4499	22.3235	0.0077	0.0099	0.0156
O	-1.0335	11.1695	21.9043	-0.0145	0.0091	0.0069
O	-1.7905	7.9205	16.058	-0.0023	0.0033	0.0061
O	-3.5464	6.2217	17.0542	-0.0059	-0.0011	0.0041
O	-9.8253	7.6658	19.3396	-0.0089	-0.0058	0.0082
O	-1.5669	-2.4623	10.9622	-0.0088	-0.0093	-0.0029
O	-2.663	9.0158	22.0201	-0.0208	0.008	-0.0011
O	-6.6572	5.8197	12.9578	0.0023	-0.0026	-0.0004
O	-4.1243	1.6602	10.3504	-0.0055	0.0349	-0.0124
O	-10.4429	4.5631	22.746	0.0083	0.038	-0.0008
O	-9.6745	2.3414	18.7628	0.0036	-0.0052	-0.0058
O	-9.7262	7.0783	22.8084	-0.0364	-0.0095	-0.0056
O	-4.151	1.579	14.7269	-0.007	-0.0027	0.0044
O	-9.2084	9.3289	21.4474	0.0072	-0.0326	0.0427
O	-1.7524	2.4366	23.1774	-0.0115	-0.0131	-0.0031
O	-3.8994	3.8658	23.6146	0.0377	-0.046	0.0039
O	-0.6553	9.1488	20.3029	-0.0367	0.0212	0.0206
O	-6.3576	0.3465	15.741	-0.01	0.0077	0.0209
O	-3.006	3.7472	8.9658	0.004	0.0138	-0.009
O	-1.2009	6.6494	18.3395	0.0003	0.0001	0.0182
O	-2.9623	10.9112	17.2906	0.0004	0.0082	0.0108
O	-6.9146	6.0099	21.2762	0.0091	0.0053	0.0089
O	-6.9256	11.7529	18.4735	0.0078	-0.0057	0.0135
O	0.3463	-0.8271	11.8988	-0.005	-0.0064	0.0015
O	-2.5329	3.7056	14.1325	-0.0022	-0.0067	0.004
O	-1.2453	6.362	23.5474	0.007	-0.0024	-0.0143
O	3.3758	4.441	14.8957	0.0041	-0.005	0.015
O	0.5876	7.3729	11.8172	-0.0081	0.0033	-0.0062
O	-4.2124	4.4764	18.8815	-0.0023	-0.0071	0.0114
O	-6.8024	2.6747	16.6671	-0.004	-0.0096	0.0152
O	-5.279	6.0385	10.7523	0.0069	0.0029	-0.0247
O	2.9723	3.5888	12.3549	0.0124	-0.0159	-0.0043
O	-3.8709	5.6821	12.998	0.0007	-0.0033	-0.0075
O	2.5695	4.6839	8.9132	-0.0212	-0.0073	0.0127
O	2.3305	0.9821	12.3655	-0.0003	-0.008	-0.0218
O	-6.3916	1.8882	13.4594	0.0041	-0.0079	0.0057
O	-8.0042	3.6652	22.2064	-0.0308	0.003	-0.0165
O	-9.5467	10.4756	19.112	-0.0036	0.0026	-0.0023
O	-5.385	-0.4852	13.4654	0.0102	-0.0127	-0.0154
O	-7.8799	4.1337	19.6278	0.0016	0.0005	0.0246
O	0.7784	4.884	10.9533	0.0109	0.0003	0.0058
O	-3.9494	3.681	16.3544	0.0062	-0.0064	0.0075
O	-4.9828	10.1961	18.8824	0.0049	-0.0003	0.021
O	-6.5418	8.1859	9.8727	0.001	-0.0114	0.0209

Results
free energy: -126872.548 eV
free energy less fixed offsets of O -568.88, Si -635.61 eV per atom: -4.068 eV

The program warned: the cutoff lies below the one the program advises for these potential files; the exchange-correlation potential is rough where the density is thin.
